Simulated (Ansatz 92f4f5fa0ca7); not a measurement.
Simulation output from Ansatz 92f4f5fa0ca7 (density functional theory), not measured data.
Periodic cell of 406 atoms, Si266O140, from a study of silicon, its oxide and their interface. The atomic structure is a simulated model.
Doubt: the cutoff is far below the 930 eV that the study's wrapper takes by default for these files, so forces and energies are approximate.
This geometry differs little from another in the collection (a relaxation step or a small displacement).

Settings: functional PBE; potential files Ansatz PAW; basis plane waves; wave-function cutoff 580 eV; density cutoff ratio 5; exchange-correlation grid ratio 1; k mesh 1 x 1 x 1, Gamma-centred; self-consistency stop 5e-08 eV per atom in the density residual; occupations fixed; spin none; net charge 0.

Cell vectors (angstrom)
a	15.4687	0	0
b	0	12.8259	0
c	0	0	36.0295

Atoms: element, x, y, z (angstrom)
Si	-0.0069	1.1657	33.3326
Si	3.8896	1.1756	33.3603
Si	7.7485	1.1848	33.3426
Si	11.6343	1.1893	33.3405
Si	1.87	7.5785	33.3762
Si	5.8084	7.5721	33.3905
Si	9.6423	7.5829	33.3585
Si	13.528	7.5743	33.3203
Si	1.9336	5.247	33.7626
Si	5.8008	5.247	33.7626
Si	9.6679	5.247	33.7626
Si	13.5351	5.247	33.7626
Si	0	11.6599	33.7626
Si	3.8672	11.6599	33.7626
Si	7.7343	11.6599	33.7626
Si	11.6015	11.6599	33.7626
Si	0	4.664	34.9994
Si	3.8672	4.664	34.9994
Si	7.7343	4.664	34.9994
Si	11.6015	4.664	34.9994
Si	1.9336	11.0769	34.9994
Si	5.8008	11.0769	34.9994
Si	9.6679	11.0769	34.9994
Si	13.5351	11.0769	34.9994
Si	0	2.332	35.4116
Si	3.8672	2.332	35.4116
Si	7.7343	2.332	35.4116
Si	11.6015	2.332	35.4116
Si	1.9336	8.745	35.4116
Si	5.8008	8.745	35.4116
Si	9.6679	8.745	35.4116
Si	13.5351	8.745	35.4116
Si	1.9336	1.749	0.6188
Si	5.8008	1.749	0.6188
Si	9.6679	1.749	0.6188
Si	13.5351	1.749	0.6188
Si	0	8.162	0.6188
Si	3.8672	8.162	0.6188
Si	7.7343	8.162	0.6188
Si	11.6015	8.162	0.6188
Si	0	5.83	1.031
Si	3.8672	5.83	1.031
Si	7.7343	5.83	1.031
Si	11.6015	5.83	1.031
Si	1.9336	12.2429	1.031
Si	5.8008	12.2429	1.031
Si	9.6679	12.2429	1.031
Si	13.5351	12.2429	1.031
Si	1.9336	5.247	2.2678
Si	5.8008	5.247	2.2678
Si	9.6679	5.247	2.2678
Si	13.5351	5.247	2.2678
Si	0	11.6599	2.2678
Si	3.8672	11.6599	2.2678
Si	7.7343	11.6599	2.2678
Si	11.6015	11.6599	2.2678
Si	1.9336	2.915	2.68
Si	5.8008	2.915	2.68
Si	9.6679	2.915	2.68
Si	13.5351	2.915	2.68
Si	0	9.328	2.68
Si	3.8672	9.328	2.68
Si	7.7343	9.328	2.68
Si	11.6015	9.328	2.68
Si	5.8059	0.6414	30.0229
Si	1.9877	0.4573	30.1381
Si	8.6154	3.7123	23.5087
Si	17.3751	-1.8368	30.5545
Si	4.4481	6.5637	27.2597
Si	7.248	3.7325	28.2334
Si	5.3703	8.8115	25.5102
Si	5.7898	4.6671	22.6679
Si	2.0303	4.3364	21.3869
Si	7.4663	-0.6571	26.9417
Si	16.3025	7.0526	22.0356
Si	19.9697	0.3465	26.5761
Si	-5.8685	11.2855	30.636
Si	3.6826	7.0278	30.3568
Si	0.9961	9.973	22.9721
Si	19.0844	11.1078	24.4385
Si	-2.972	6.7937	25.9749
Si	2.0465	7.7164	28.7593
Si	12.2241	6.1213	16.2404
Si	11.7137	3.1246	28.064
Si	2.0893	10.1543	28.3423
Si	7.7354	14.317	28.9162
Si	11.5125	7.0969	29.9985
Si	15.1989	5.4077	19.7813
Si	-1.8629	0.5675	30.0077
Si	0.1714	1.0033	24.7783
Si	5.5249	7.5766	29.0756
Si	4.961	4.2724	27.2883
Si	0.8422	3.3349	28.562
Si	0	7.0159	29.8228
Si	9.5968	7.2861	26.6839
Si	13.4177	7.7194	28.7238
Si	0.1732	0.9594	28.7622
Si	8.9888	-1.1899	24.2925
Si	9.6815	0.7831	30.1448
Si	11.2548	-1.1019	25.1114
Si	-2.0957	10.183	28.2786
Si	3.7545	4.6636	30.6236
Si	7.6422	7.1271	30.0289
Si	9.5612	7.9667	28.887
Si	0.052	4.6446	30.4077
Si	3.2996	3.3935	28.6994
Si	7.6786	4.7826	30.349
Si	11.6148	4.6128	30.1767
Si	9.3524	6.4106	17.4661
Si	5.2571	9.7899	28.3771
Si	9.5273	10.3853	28.5159
Si	13.5386	11.075	30.4817
Si	1.8637	4.0582	31.803
Si	5.8028	4.1236	31.6817
Si	9.6839	4.1719	31.5784
Si	13.5122	4.1233	31.5949
Si	-0.0367	10.4355	31.7306
Si	3.9027	10.5005	31.6955
Si	7.6629	10.5217	31.7008
Si	11.5785	10.5196	31.6961
Si	1.9505	1.7259	32.1361
Si	5.814	1.7818	32.1025
Si	9.6998	1.884	32.1798
Si	13.5498	1.7809	32.0515
Si	-0.0154	8.0994	32.0122
Si	3.8419	8.2237	32.3042
Si	7.7022	8.1968	32.128
Si	11.5638	8.1637	32.1143
Si	0	2.332	3.9167
Si	3.8672	2.332	3.9167
Si	7.7343	2.332	3.9167
Si	11.6015	2.332	3.9167
Si	1.9336	8.745	3.9167
Si	5.8008	8.745	3.9167
Si	9.6679	8.745	3.9167
Si	13.5351	8.745	3.9167
Si	1.9635	6.4153	4.3622
Si	5.8119	6.4251	4.3294
Si	9.7046	6.4097	4.3378
Si	13.5784	6.4357	4.3334
Si	0.0181	12.8129	4.2905
Si	3.8993	12.8092	4.3317
Si	7.6895	12.8057	4.3268
Si	11.5794	12.8166	4.3415
Si	0.022	5.9031	5.6402
Si	3.9117	5.8748	5.6406
Si	7.7489	5.7867	5.5208
Si	11.6723	5.8841	5.5898
Si	1.9523	12.138	5.4567
Si	5.7993	12.1738	5.6352
Si	9.6045	12.1876	5.5297
Si	13.5644	12.2116	5.5
Si	-0.0275	3.5707	5.9165
Si	3.9322	3.521	5.9571
Si	7.7008	3.4544	5.9771
Si	11.6519	3.5562	5.9198
Si	1.9627	9.8277	5.9945
Si	5.7673	9.8529	6.0907
Si	9.7101	9.874	6.005
Si	13.5591	9.8856	6.0015
Si	1.928	2.935	7.006
Si	5.7877	2.7665	7.2571
Si	11.5207	3.3615	10.3542
Si	13.3875	0.5636	11.2468
Si	0.033	9.3043	7.2461
Si	3.7927	9.3041	7.4329
Si	7.7903	9.2785	7.2346
Si	11.6564	9.3162	7.2872
Si	-1.8661	6.3466	9.0767
Si	1.9747	6.1443	9.0047
Si	11.7243	6.9896	7.712
Si	9.7357	6.2931	8.7265
Si	-2.4675	17.127	14.7551
Si	5.7303	13.2175	7.7741
Si	9.7354	13.4572	7.485
Si	13.6658	13.4421	7.4849
Si	3.8896	6.9403	7.8093
Si	3.6342	12.8396	8.7971
Si	7.7883	6.9369	7.5574
Si	15.5282	6.9767	7.823
Si	-5.5148	9.9467	10.7281
Si	1.9951	13.5	7.3212
Si	7.8459	10.0991	9.4764
Si	8.3626	7.7321	14.8146
Si	1.8927	3.8241	9.131
Si	5.4335	-0.5312	11.547
Si	9.7144	2.9145	7.0437
Si	15.6089	1.1552	10.7114
Si	0.187	12.9502	8.6046
Si	3.8696	10.3925	11.6033
Si	2.9721	10.6065	9.3602
Si	11.7704	10.579	9.2952
Si	2.5036	5.643	11.3428
Si	3.7906	3.585	10.519
Si	5.8093	3.9504	9.2867
Si	13.5884	7.5446	12.1545
Si	0.4399	10.7024	9.0821
Si	7.8307	15.8026	10.1287
Si	17.4327	13.5425	12.2364
Si	8.7617	13.675	9.6637
Si	-1.9129	2.9489	7.1796
Si	-0.024	3.421	10.5453
Si	9.6753	4.0105	9.0784
Si	11.1796	1.0706	10.4659
Si	-1.9387	4.0037	9.3117
Si	6.6146	7.5175	10.7237
Si	15.6503	4.0312	12.8777
Si	19.2761	1.1416	10.8673
O	25.388	14.266	19.1141
O	9.8916	23.6352	12.1613
O	8.5868	25.353	23.0005
O	11.339	-8.7016	20.8311
O	8.812	-4.2335	20.9439
O	13.4196	8.7977	22.7216
O	-2.2682	19.4731	27.4401
O	16.5561	23.3259	17.0174
O	11.9947	0.3599	24.8752
O	-6.1342	20.1056	18.8357
O	17.533	21.6835	19.0142
O	32.3678	-4.2234	22.1104
O	-0.4853	13.0998	20.2046
O	12.0902	5.3253	25.3645
O	3.2193	19.868	11.8055
O	-23.5497	17.469	22.9655
O	-3.5164	-5.3428	15.3674
O	4.8636	7.2904	25.8319
O	4.3084	20.7803	20.2089
O	12.0749	-15.0937	24.2556
O	27.1715	-8.6168	13.7459
O	4.9966	1.6258	25.6137
O	-7.8708	22.0152	14.8004
O	-3.3608	-12.0957	22.2534
O	24.0423	3.5017	25.1351
O	17.1423	7.293	13.9536
O	20.7518	3.6382	21.487
O	-10.4031	4.0946	24.0335
O	0.2264	16.9728	27.2255
O	-6.7252	10.0735	23.9123
O	5.7286	-5.2497	12.0803
O	-7.9938	27.0958	13.2137
O	19.5785	9.6485	24.9254
O	6.8086	-5.5909	19.8701
O	-7.6016	12.0178	25.4008
O	5.4656	-6.6342	22.0506
O	34.6625	-2.4956	28.0249
O	24.2542	-31.0348	16.3494
O	0.118	-15.0159	19.413
O	15.3122	19.5132	15.7985
Si	-2.7181	14.0225	23.6897
Si	7.9383	3.7974	17.0342
Si	8.1351	8.6475	24.3778
Si	0.1585	7.5559	14.4531
Si	-6.5057	4.1353	26.6089
Si	9.5925	6.8246	10.9704
Si	-4.7162	-8.6546	12.4062
Si	9.7524	7.9055	22.0827
Si	10.5502	2.2867	17.8811
Si	7.7751	0.9147	22.2911
Si	0.4153	11.7808	20.5368
Si	18.9086	24.839	20.2184
Si	-14.7178	-3.2414	18.3502
Si	5.3677	6.7382	20.4689
Si	2.2828	2.2224	14.0836
Si	18.4205	-5.3556	14.9444
Si	11.6942	-0.0104	8.5187
Si	-13.2878	14.9689	23.743
Si	-7.3322	8.1488	19.5371
Si	15.9224	11.838	27.2054
Si	11.6071	13.6252	28.7252
Si	4.2033	-8.7786	20.3015
Si	3.9995	-21.009	15.2969
Si	5.061	-9.9528	17.6639
Si	8.0104	10.7153	15.3365
Si	5.9263	-6.5409	8.864
Si	-4.0378	-1.4098	27.5021
Si	-1.6401	11.2645	10.2501
Si	13.1276	-0.2654	14.014
Si	11.1003	5.0933	22.1068
Si	17.5026	11.2265	12.8709
Si	4.4634	3.1956	25.2972
Si	4.1892	0.593	15.7213
Si	9.1704	0.1408	19.7544
Si	19.727	8.1504	12.4282
Si	7.7305	-1.9477	17.7849
Si	10.6122	-1.9318	13.6418
Si	12.523	3.7179	19.7919
Si	5.7977	11.1121	30.3327
Si	3.8348	1.1095	28.7942
Si	1.4394	-2.9753	15.5655
Si	20.1857	-12.4605	22.6265
Si	6.8826	4.9932	14.3047
Si	-4.1479	8.0113	13.9742
Si	14.4188	-4.6228	23.8671
Si	12.8465	4.3572	24.2616
Si	19.0735	-3.6243	19.4467
Si	11.8043	-0.4193	21.1094
Si	14.5193	3.469	26.3336
Si	14.8577	19.7508	17.3488
Si	13.7368	13.8185	19.4428
Si	27.6515	-2.9749	22.7763
Si	13.0117	1.5283	16.4786
Si	-0.9249	-15.0985	12.3217
Si	23.4526	2.8462	12.4672
Si	6.9295	-0.5687	9.6716
Si	6.4413	13.0175	13.5732
Si	-10.8223	11.3064	17.6679
O	4.7547	-20.1907	19.6362
O	4.4778	0.1027	21.0437
O	0.8004	-9.8784	13.9834
O	-0.7545	7.0542	13.2206
O	-11.0761	4.0289	16.74
O	10.7956	-7.0308	17.0132
O	-12.0225	26.903	23.1596
O	21.6757	1.0151	22.756
O	11.5538	12.2072	13.7657
O	17.4532	5.8694	22.0676
O	8.7186	-0.8827	18.5608
O	8.2914	-7.6177	17.7548
O	10.2256	-0.5935	20.7673
O	22.5739	16.9797	12.9328
O	1.3912	5.1335	12.4854
O	13.4183	0.29	15.5035
O	9.5505	3.1335	12.8869
O	13.802	21.9567	12.1379
O	5.1582	0.8035	14.4163
O	5.9349	9.5696	26.8544
O	23.3786	-12.1663	20.6729
O	15.0329	1.9697	25.9626
O	13.2509	2.9567	15.695
O	0.1595	5.8103	18.2566
O	-21.3847	-1.8435	14.8701
O	10.5396	6.5441	21.6318
O	8.0767	10.9435	27.8496
O	14.0962	-14.3768	13.7319
O	8.0857	0.7574	27.4508
O	11.6522	3.3937	18.4306
O	4.3157	-9.9102	19.1214
O	-0.3136	-4.3997	17.9156
O	12.4851	12.7972	19.677
O	23.2209	9.4426	18.6068
O	16.1808	10.4049	12.2991
O	35.6453	-1.0657	23.4149
O	28.5834	29.0211	27.192
O	3.27	16.3568	14.3439
O	15.283	19.7557	23.315
O	-3.0472	2.7833	24.0083
O	31.6929	4.254	20.3337
O	30.9442	22.2581	24.178
O	0.2139	11.0457	21.9938
O	-16.5619	13.698	23.705
O	5.8326	12.2833	27.0021
O	-1.7703	6.9086	10.6655
O	6.7791	-16.5642	10.2725
O	-2.0753	15.2234	20.2093
O	26.8893	-11.4593	16.8484
O	-2.8965	5.164	22.8639
O	25.6186	5.6656	12.0086
O	-13.2541	-2.0083	23.6507
O	24.6216	5.7448	26.3844
O	-1.5447	1.3304	17.8438
O	-8.3554	24.6805	14.538
O	-0.0789	19.586	20.699
O	-3.0676	10.9872	21.632
O	-1.9716	0.8635	12.9006
O	3.4903	12.1871	25.692
O	4.8085	14.2568	16.9711
O	21.7061	11.5407	17.8889
O	7.9951	6.8715	11.2912
O	8.5225	15.1126	22.7411
O	-1.8315	-20.739	19.7343
O	14.3559	4.284	24.9101
O	-4.3772	-5.2118	26.0648
O	4.1874	-4.7634	14.0672
O	35.2976	-3.0936	18.0696
O	9.7142	7.7631	13.9005
O	11.5804	-3.218	13.8771
O	1.7525	3.1908	22.5426
O	19.107	-2.4065	20.5473
O	6.5115	-4.1179	24.3513
O	24.2432	-5.2771	23.3516
O	4.215	-13.8205	16.171
O	14.6164	10.8159	27.3451
O	-6.9081	8.2785	25.9046
O	6.6808	3.0983	17.8065
O	10.8497	9.0135	22.4708
O	27.5944	20.0598	12.785
O	1.9113	12.4256	20.5341
O	20.7589	17.9717	14.4749
O	18.1621	13.9985	15.3174
O	7.5476	16.9101	15.4835
O	2.8349	28.659	24.9997
O	-1.1734	-8.338	13.7192
O	24.7576	-9.9337	17.0529
O	13.5533	-5.1333	25.1266
O	15.5687	9.1408	14.8887
O	-11.7245	25.0722	18.6458
O	10.3878	-9.3265	27.1478
O	3.1886	-6.8025	15.6449
O	28.7282	-6.2166	17.4145
O	2.7974	32.5095	27.4938
O	10.0253	17.25	23.1266
O	2.5119	21.4803	15.9801
O	7.4643	6.5058	14.2692
O	0.492	12.4275	25.6243
O	2.0531	-14.7184	14.5111
O	10.2031	-17.2938	11.1642

Results
free energy: -248712.081 eV
free energy less fixed offsets of O -568.88, Si -635.61 eV per atom: 3.379 eV

Forces (eV/angstrom), in the order of the atoms: element, x, y, z
Si	-0.0008	-0.0009	-0.0023
Si	-0.0007	-0.0003	-0.003
Si	0.0004	-0.0027	-0.0014
Si	0.0009	-0.0003	-0.0015
Si	-0.0029	-0.0006	-0.0002
Si	-0.0001	-0.0005	0.0006
Si	0.0003	-0.0006	0.0002
Si	0.0005	-0.0003	-0.0002
Si	-0.1414	0.1251	0.6652
Si	0.0611	-0.0264	0.0687
Si	0.008	0.1953	-0.4967
Si	-0.1189	-0.046	-0.4809
Si	-0.1405	-0.1045	0.0247
Si	0.1451	0.1102	-0.0768
Si	-0.233	0.1839	0.0071
Si	0.0614	0.1261	0.0196
Si	0.0958	0.0265	0.0133
Si	-0.0381	-0.0085	0.0095
Si	-0.0183	-0.1077	-0.0763
Si	0.0464	-0.0811	-0.1095
Si	0.0177	0.0087	-0.045
Si	0.0117	0.1107	0.0626
Si	0.0023	-0.0203	-0.0372
Si	-0.0013	0.0469	0.0386
Si	-0.0293	-0.0645	-0.0852
Si	0.0476	0.0496	0.0945
Si	-0.0482	0.0027	0.0302
Si	0.1374	-0.0221	0.0402
Si	-0.2931	0.0176	0.1927
Si	0.0936	0.0663	0.2518
Si	-0.0285	0.0838	0.0569
Si	0.0556	-0.0223	-0.1753
Si	0.0118	-0.0289	-0.0252
Si	-0.0056	0.0285	0.0091
Si	-0.0173	-0.0372	-0.0375
Si	-0.0182	0.0547	0.0111
Si	0.0437	0.074	0.0475
Si	0.0443	-0.0221	-0.037
Si	-0.0422	0.0107	0.0419
Si	0.0095	-0.0242	-0.0555
Si	-0.0997	-0.0064	0.0355
Si	0.0306	0.0097	0.0086
Si	0.029	0.068	0.0467
Si	-0.0396	0.0219	0.0298
Si	-0.0137	0.006	-0.004
Si	-0.029	-0.0911	-0.0542
Si	-0.0058	0.0425	0.0244
Si	0.0104	-0.0192	-0.0081
Si	0.0209	-0.0197	0.2101
Si	-0.0977	-0.0153	0.0497
Si	0.121	-0.0083	0.0495
Si	0.1245	0.0184	0.1109
Si	0.0186	-0.0523	-0.357
Si	0.1961	0.0293	-0.0741
Si	-0.128	-0.0466	-0.0942
Si	-0.0418	0.0263	0.0016
Si	-0.0025	-0.0059	-0.0228
Si	0.0106	-0.0813	-0.0626
Si	0.0324	-0.0102	0.0178
Si	0.0095	-0.1443	-0.1059
Si	-0.0743	0.0268	0.0663
Si	-0.0447	0.0346	0.0342
Si	0.0271	0.112	0.1097
Si	-0.0016	0.0168	0.0372
Si	0.0036	-0.0023	-0.0012
Si	0.0026	-0.0061	0.0031
Si	0.0017	0.0004	-0.0009
Si	0.0049	-0.0016	-0.0034
Si	-0.0099	-0.0013	-0.0167
Si	-0.003	0.0021	0.0006
Si	0.0013	-0.0009	0.0033
Si	0.003	0.0001	0.0003
Si	-0.001	0.0021	-0.0023
Si	0.0046	0.0043	0.001
Si	-0.0006	0.0019	0.0015
Si	-0.0021	0.0004	0.0063
Si	-0.0011	-0.0006	-0.0016
Si	-0.0004	-0.0053	-0.0021
Si	-0.0005	-0.0029	0.0009
Si	0.0027	-0.0027	-0.002
Si	-0.0005	0.0008	-0.0015
Si	0.0074	-0.0038	-0.0057
Si	-0.0015	0.0003	0.005
Si	0.0033	0.0002	0.0011
Si	-0.0021	0.0068	0.0033
Si	0.0003	-0.002	-0.0024
Si	-0.0012	0.0015	0.0019
Si	-0.0007	-0.0006	-0.0012
Si	0.002	-0.0006	0.0052
Si	0.0013	0.0001	0.0005
Si	0.0116	0.031	0.0115
Si	0.006	-0.001	0.0005
Si	-0.0011	-0.004	-0.0064
Si	0.0028	0.0029	0.0009
Si	0.0036	-0.0002	0.0057
Si	-0.0042	-0.002	-0.0041
Si	-0.0022	0.0031	-0.0028
Si	0.0001	0.001	0.0033
Si	-0.0012	-0.0011	0.0013
Si	-0.0003	-0.0067	-0.005
Si	0.0129	0.0081	0.0084
Si	0.0002	0.0022	0.0047
Si	0.0006	-0.0029	0.0002
Si	-0.0047	0	-0.0014
Si	-0.0015	-0.0016	0.0012
Si	-0.0037	-0.0001	0.0024
Si	0	0.0016	0.0014
Si	0.0007	-0.0025	-0.001
Si	-0.0024	-0.0011	-0.0008
Si	-0.0115	-0.0458	-0.0115
Si	-0.0052	-0.0011	-0.0001
Si	0.001	-0.0024	-0.0101
Si	0.0031	-0.0026	0.0011
Si	-0.0011	0.0002	-0.0045
Si	-0.0004	-0.002	-0.0006
Si	-0.0002	-0.0006	0.0012
Si	-0.0003	-0.0011	0.0018
Si	-0.006	0.0001	-0.0017
Si	0.0011	0.0012	-0.0012
Si	-0.0012	-0.0013	0.0027
Si	0.0001	0.0033	0.0016
Si	-0.0006	0.0023	0.0045
Si	0.0002	0.0022	0.0005
Si	-0.0004	-0.0017	-0.0013
Si	-0.0001	0.0009	0.0005
Si	0.0032	0.001	0.0003
Si	0.0013	-0.0015	-0.0009
Si	-0.0011	0.0001	0.0009
Si	-0.0751	0.0609	-0.1904
Si	0.0767	-0.0292	-0.0429
Si	-0.1713	-0.2159	-0.0784
Si	0.1349	-0.0283	-0.1722
Si	0.163	-0.247	-0.0975
Si	-0.0903	0.0454	0.4332
Si	0.0577	-0.0962	0.0837
Si	0.0653	0.1134	0.0113
Si	-0.0006	0	0.0024
Si	-0.0012	0.0014	0.0017
Si	0.0007	0.0003	0.0031
Si	0.001	0.0004	0.0026
Si	-0.0017	-0.0016	-0.0004
Si	0.0001	-0.0002	-0.0004
Si	-0.0006	-0.0011	-0.0031
Si	0.0011	-0.0001	0.001
Si	-0.0002	-0.0013	-0.0008
Si	-0.0004	0.0003	0.0011
Si	0.0035	-0.0014	0.0006
Si	-0.0012	-0.0022	-0.001
Si	-0.0002	0.0018	-0.0004
Si	-0.0003	0.0011	-0.0005
Si	0.0006	0.001	-0.0005
Si	-0.0012	0.0004	0.0027
Si	-0.001	0.0044	0.0013
Si	-0.0001	0.0019	0.003
Si	-0.0002	0.002	0.0015
Si	0.0042	0.0039	0.0009
Si	-0.0014	-0.0001	0.0007
Si	0.0022	-0.0016	0.002
Si	-0.0024	0.0008	0.0026
Si	0.0002	0.0012	0.0008
Si	0.0031	-0.0014	-0.0178
Si	-0.0004	-0.0041	0.0002
Si	-0.006	-0.0042	-0.0032
Si	-0.023	-0.0202	0.0007
Si	0	0.0005	-0.001
Si	0.0026	0.0019	0.002
Si	-0.0024	0.0004	0.0016
Si	0.0026	-0.0037	-0.0042
Si	0.003	0.0005	0.0013
Si	0.0013	-0.0045	-0.0065
Si	0.0052	0.001	-0.0023
Si	-0.0074	-0.0014	-0.0215
Si	0.0046	-0.0026	-0.0009
Si	-0.0004	0.0021	0.0029
Si	-0.0074	0.0015	0
Si	0.0013	0.0033	-0.0032
Si	-0.0024	-0.0032	0.0029
Si	0.0036	-0.0024	-0.0109
Si	0.0031	0.0009	0.0013
Si	0.0043	-0.0033	0
Si	-0.0002	0.0049	-0.0081
Si	0.0003	-0.0059	0.0031
Si	0.0015	-0.0045	-0.0003
Si	0.0037	-0.0055	0.0038
Si	-0.0141	0.0179	0.0214
Si	-0.001	0.0013	0.003
Si	-0.0007	-0.004	-0.0075
Si	0.0088	-0.0012	-0.0053
Si	-0.001	0.0011	0.0005
Si	0.0023	-0.0025	-0.002
Si	-0.0024	-0.004	-0.0013
Si	-0.0172	0.0029	-0.0025
Si	-0.0072	-0.005	-0.0005
Si	0.0082	-0.0117	0.0036
Si	-0.0016	-0.0001	-0.0009
Si	-0.0007	0.0036	-0.0038
Si	0.0002	0.0012	0.0019
Si	-0.0034	-0.0025	0.0077
Si	-0.0066	-0.0013	0.0017
Si	0.0015	-0.0027	0.0013
Si	-0.0024	-0.0065	0.0019
Si	0.0115	0.0098	-0.001
Si	0.0064	0.0024	0.0062
Si	0.0135	0.002	0.0023
Si	0.0032	-0.0039	-0.0034
Si	-0.0069	-0.0031	0.0025
Si	-0.0033	-0.0031	-0.0121
Si	0.0052	0.0123	0.0061
O	0.0002	-0.0009	-0.0001
O	-0.0015	-0.0013	0.001
O	0.0012	-0.0016	-0.0017
O	0.0008	-0.0022	-0.0008
O	0.0006	-0.001	-0.0002
O	-0.0021	0.0001	-0.0014
O	0.0024	0.0002	0.004
O	-0.0001	-0.0008	0.0008
O	0.0017	-0.0031	0.0022
O	0.0002	-0.0016	-0.0014
O	0.0005	-0.0012	0
O	0.0007	-0.0011	0.0002
O	0.0015	-0.001	0.0008
O	-0.0001	-0.0028	-0.0007
O	-0.0022	-0.0033	0.0015
O	0.0003	-0.0004	0.0002
O	0.0007	-0.0025	-0.0018
O	0.0006	-0.0028	0.0037
O	0.0008	-0.002	0
O	-0.0003	0.0067	0.0069
O	0.003	-0.0013	0.0121
O	-0.0008	-0.0037	-0.0017
O	-0.0013	-0.0009	-0.0011
O	0.0013	0.0004	0.0033
O	0.0003	-0.001	0
O	0.0018	-0.0029	0.0043
O	-0.0011	-0.0022	0.0007
O	-0.002	-0.0031	0.0025
O	0.0017	-0.0023	0.0019
O	0.001	-0.0003	-0.0015
O	-0.0008	0.0008	0.0033
O	0.0016	0.0033	0.001
O	-0.0009	0.0004	0.0003
O	0	-0.0007	-0.0001
O	-0.0008	-0.0011	-0.0014
O	-0.0003	-0.0007	0.0001
O	-0.0014	0.0029	0.0018
O	-0.0021	-0.0031	-0.0018
O	-0.0003	-0.001	0.0006
O	0.0003	-0.0009	-0.0026
Si	-0.0014	0.0021	-0.005
Si	-0.0002	0.0009	0.0019
Si	0.001	-0.0043	-0.0025
Si	0.001	0.0027	-0.0018
Si	-0.0019	0.0017	0.0023
Si	-0.0016	-0.0043	0.0346
Si	-0.0055	0.0042	-0.0076
Si	0.0012	0.0006	0
Si	0.0009	-0.0021	0.0013
Si	0.0011	0.0006	-0.0007
Si	-0.0013	-0.0021	-0.0007
Si	-0.0005	-0.0039	-0.0019
Si	0.0005	-0.0005	-0.0009
Si	0.001	-0.0006	-0.001
Si	-0.0013	-0.0033	-0.0038
Si	-0.0067	-0.0019	0.0003
Si	0.0053	-0.0024	0.0019
Si	0.0041	-0.0032	-0.0028
Si	0.001	-0.0017	0.0029
Si	0.0065	-0.0017	-0.0028
Si	-0.0003	-0.0038	-0.0007
Si	0.0036	-0.0014	-0.0028
Si	-0.0026	-0.0021	0.0028
Si	-0.0001	-0.0003	-0.0001
Si	0.0015	0.0001	0.003
Si	-0.0029	0.0009	-0.002
Si	-0.0018	0.0007	0.0044
Si	0.0236	0.0158	0.011
Si	0.0017	0.0008	-0.0085
Si	-0.0003	-0.0003	0.0001
Si	-0.0038	0.0003	0.0008
Si	0.0058	0.0043	0
Si	-0.0006	0.0016	-0.0006
Si	0.0013	-0.0001	0.0013
Si	0.0008	-0.0019	-0.0074
Si	0.001	-0.0029	0.0002
Si	0.0067	0.0003	-0.0012
Si	0.0001	-0.0006	0.001
Si	0.0074	0.0078	0.0101
Si	-0.0022	-0.0014	-0.0042
Si	-0.0045	-0.0046	0.0022
Si	0.0013	-0.0048	-0.0002
Si	0.0028	0.0016	0.0013
Si	-0.0005	0.0015	-0.0016
Si	0.001	-0.0018	0.0011
Si	-0.0002	0.0036	-0.0004
Si	-0.0001	-0.001	0.0007
Si	0.0004	-0.0028	-0.0017
Si	-0.0015	0.0035	0.0016
Si	0.0011	0.0002	0.0009
Si	0.0002	-0.0015	-0.0006
Si	0	-0.003	-0.0037
Si	-0.0007	-0.0045	0.0012
Si	-0.0099	-0.012	-0.0078
Si	0.0051	-0.0017	-0.0051
Si	-0.0034	-0.0023	-0.0002
Si	-0.004	-0.0032	-0.0152
Si	-0.0042	-0.0012	0.0023
O	-0.0004	-0.0015	0.0006
O	0.0035	0.0023	0.0019
O	0.0019	-0.0004	0.0033
O	0.003	-0.0003	0.0036
O	-0.0001	-0.0003	-0.0006
O	0.0023	-0.0004	-0.0023
O	-0.0039	0.002	0.0022
O	-0.0001	-0.0006	0.0008
O	-0.0028	-0.001	0.0008
O	0.0024	-0.0046	-0.0015
O	-0.0015	-0.0023	-0.0016
O	0.0026	-0.0014	-0.0014
O	-0.0003	-0.0012	0.0005
O	-0.001	-0.0011	0.0003
O	0.0038	0.0012	0.0008
O	0.0001	0.0022	0.0042
O	-0.0017	-0.0007	-0.0036
O	0.0115	-0.0022	0.0082
O	0	-0.0004	0.0038
O	0.0033	0.0049	0.0017
O	-0.0001	-0.0011	-0.0001
O	0.0011	0.0003	0
O	0.0005	0.002	-0.0026
O	-0.0001	-0.0011	-0.0001
O	-0.0012	-0.001	0.0029
O	-0.0004	0	-0.0006
O	0.0038	-0.0028	0.0029
O	0.0054	-0.0049	0.0064
O	-0.0013	-0.0034	-0.0009
O	0.0004	-0.0007	-0.0013
O	0	-0.0002	0.0019
O	-0.0011	-0.0022	0.0001
O	-0.0005	-0.0017	0.0004
O	0.0001	0.0015	-0.0016
O	-0.0088	0.0049	0.0041
O	0.0003	-0.0004	0.0003
O	-0.0011	-0.0029	0.0007
O	0.0014	0.0005	0.0024
O	0.0006	-0.0018	0.0004
O	-0.0003	-0.0049	0.0001
O	0.0012	-0.0011	0.0007
O	0.0012	0.0001	0.0002
O	0.0001	-0.0007	0.0003
O	0.0019	-0.0013	0.0006
O	-0.0008	0.0006	-0.0019
O	-0.0015	0.0009	-0.0006
O	0.0039	0.0064	-0.0009
O	-0.0001	0	0.0006
O	-0.0003	-0.0003	-0.0003
O	0.0018	-0.0014	0.0016
O	-0.0005	-0.0012	-0.0129
O	-0.0001	0.0003	0.001
O	-0.0011	-0.0055	-0.0012
O	0.001	-0.0007	-0.0009
O	0.0014	-0.0024	0.0037
O	-0.0004	-0.0006	-0.0002
O	-0.0001	-0.0013	0.0017
O	0.0079	0.003	0.0015
O	0.0027	0.0026	0.0009
O	0.0004	-0.0023	0.0001
O	0.0019	0.0002	-0.0007
O	0.0028	-0.004	-0.0047
O	0.0002	-0.0018	0.0001
O	0.0004	-0.0016	0.0004
O	0.0016	-0.003	0.0007
O	-0.0001	-0.0002	0.001
O	0.0031	0.0016	-0.0015
O	0.0015	-0.0002	-0.0012
O	-0.0012	-0.0009	0.0028
O	-0.0006	-0.0029	0.0007
O	-0.0003	-0.0033	0.0024
O	0.0009	-0.0024	-0.0003
O	-0.0017	0.0003	0.001
O	-0.0009	-0.0003	-0.0001
O	0.0009	-0.0026	0.0004
O	-0.0134	-0.0044	0.0008
O	-0.002	0.0029	-0.0006
O	0.0003	-0.0012	-0.0009
O	-0.0016	-0.0024	0.0006
O	-0.0002	-0.0006	0.003
O	-0.0004	0.0024	0.001
O	0.0018	-0.0002	-0.0009
O	0.0019	-0.0018	0.0025
O	0.0003	0.001	0.0007
O	-0.0029	-0.0016	-0.0002
O	-0.0033	-0.0031	0.0047
O	-0.0007	-0.0001	-0.0011
O	0.0022	0	0
O	0.0005	-0.0024	-0.0012
O	0.0011	-0.0016	-0.0009
O	-0.0011	0.0014	-0.0014
O	0.002	-0.0042	-0.0005
O	-0.0013	-0.0022	-0.0017
O	-0.0044	0.0033	0.0079
O	-0.0006	-0.0021	0.0007
O	0.0015	-0.0039	0.0001
O	0.0008	-0.0028	0.0002
O	0	-0.0034	0.0078
O	0.0016	0.0029	-0.0094
O	0.0032	-0.0019	0.001

The program warned: the cutoff lies below the one the program advises for these potential files; the forces do not sum to zero within the program's tolerance; the exchange-correlation potential is rough where the density is thin.
